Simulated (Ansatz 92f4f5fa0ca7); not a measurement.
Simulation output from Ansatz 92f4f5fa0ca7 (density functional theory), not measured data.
Periodic cell of 223 atoms, Si133O90, from a study of silicon, its oxide and their interface. The atomic structure is a simulated model.
Doubt: the cutoff is far below the 930 eV that the study's wrapper takes by default for these files, so forces and energies are approximate.
This geometry differs little from another in the collection (a relaxation step or a small displacement).

Settings
functional: PBE
potential files: Ansatz PAW
basis: plane waves
wave-function cutoff: 580 eV
density cutoff ratio: 5
exchange-correlation grid ratio: 1
k mesh: 1 x 1 x 1, Gamma-centred
self-consistency stop: 5e-08 eV per atom in the density residual
occupations: fixed
spin: none
net charge: 0

Cell vectors (angstrom)
a  10.938  0  0
b  0  10.938  0
c  0  0  32.3439

Atoms and the computed forces on them: element, x, y, z (angstrom), force x, y, z (eV/angstrom)
Si  0.3414  -0.2906  24.7458  -0.001  0.0037  -0.0031
Si  5.2898  0.2924  25.0494  0.0022  -0.0024  0.0161
Si  3.0744  2.4775  25.0166  0.0009  -0.0064  -0.0116
Si  7.945  2.9312  25.0077  0.0031  -0.0002  0.0059
Si  -0.2036  5.6635  24.7811  0.0034  -0.0059  -0.0035
Si  5.7575  5.1738  24.8999  0.0008  -0.0008  -0.0017
Si  2.6212  8.4071  24.6479  0.0034  -0.0026  0.003
Si  8.495  7.9043  24.8228  0.0004  0.0021  -0.0016
Si  1.4087  1.2936  26.1714  -0.0044  0.0044  0.0022
Si  6.8341  1.4066  26.3807  -0.0048  0.001  -0.0033
Si  4.1779  4.0913  26.2831  0.0005  0.0043  0.002
Si  9.6034  4.1138  26.1802  0.0016  -0.0034  -0.0032
Si  1.4195  6.8474  26.0548  0.003  -0.0015  -0.0045
Si  6.9003  6.7979  26.1751  -0.0059  0.0044  0.0005
Si  4.1014  9.5357  26.1505  0.0042  0  -0.0041
Si  9.6532  9.532  26.1056  -0.0062  0.0047  0.0004
Si  2.7548  -0.0457  27.5717  -0.0013  -0.0005  0.0036
Si  8.2631  -0.0488  27.5442  0.0041  -0.0038  -0.0029
Si  0.025  2.7036  27.5224  0.0016  -0.002  -0.002
Si  5.4709  2.7489  27.6817  0.0013  -0.0027  -0.0027
Si  2.7331  5.4836  27.5232  0.0002  -0.0014  0.0001
Si  8.2325  5.4482  27.5816  0.0007  0  0.0048
Si  0.0481  8.1751  27.5258  -0.0014  0.0016  0.0038
Si  5.4912  8.1779  27.5195  0.001  -0.0013  -0.0026
Si  4.1018  1.3673  28.9256  -0.2496  -0.2758  0.4172
Si  9.5708  1.3673  28.9256  0.1565  -0.0951  -0.1436
Si  1.3673  4.1018  28.9256  0.0295  -0.0151  -0.3113
Si  6.8362  4.1018  28.9256  0.3101  0.2693  0.6436
Si  4.1018  6.8362  28.9256  0.0133  0.0196  -0.2208
Si  9.5708  6.8362  28.9256  0.2212  0.0432  -0.0248
Si  1.3673  9.5708  28.9256  0.0057  -0.172  0.0931
Si  6.8362  9.5708  28.9256  0.1084  -0.1505  -0.2474
Si  0  0  30.2929  0.0165  0.0144  -0.0185
Si  5.469  0  30.2929  -0.0375  0.07  -0.0122
Si  2.7345  2.7345  30.2929  -0.0117  -0.0547  0.0044
Si  8.2035  2.7345  30.2929  -0.05  0.0769  -0.0014
Si  0  5.469  30.2929  -0.058  0.0343  -0.0126
Si  5.469  5.469  30.2929  0.0671  0.0163  0.0038
Si  2.7345  8.2035  30.2929  -0.0326  0.0563  -0.0167
Si  8.2035  8.2035  30.2929  0.0006  0.0105  -0.0164
Si  1.3673  1.3673  31.6601  -0.025  -0.0031  -0.0013
Si  6.8362  1.3673  31.6601  0.042  -0.0645  -0.0167
Si  4.1018  4.1018  31.6601  0.0199  0.006  -0.0195
Si  9.5708  4.1018  31.6601  0.0321  -0.0445  -0.0158
Si  1.3673  6.8362  31.6601  0.0902  -0.0317  -0.0266
Si  6.8362  6.8362  31.6601  -0.0196  -0.0081  -0.0092
Si  4.1018  9.5708  31.6601  0.0011  -0.0452  -0.0233
Si  9.5708  9.5708  31.6601  -0.0153  0.0247  -0.0157
Si  2.7345  0  0.6835  0.0601  -0.0065  -0.0153
Si  8.2035  0  0.6835  -0.0545  0.0497  0.0052
Si  0  2.7345  0.6835  -0.0203  0.0227  0.0501
Si  5.469  2.7345  0.6835  -0.0428  0.0432  0.0396
Si  2.7345  5.469  0.6835  -0.0911  0.0378  -0.0005
Si  8.2035  5.469  0.6835  0.0102  -0.0132  -0.0191
Si  0  8.2035  0.6835  -0.023  0.0071  0.0315
Si  5.469  8.2035  0.6835  0.0288  0.0218  0.0446
Si  4.1018  1.3673  2.0507  -0.1153  -0.1455  0.018
Si  9.5708  1.3673  2.0507  -0.02  -0.1478  -0.0149
Si  1.3673  4.1018  2.0507  0.149  0.041  -0.0101
Si  6.8362  4.1018  2.0507  0.058  0.0583  0.0239
Si  4.1018  6.8362  2.0507  -0.0277  -0.066  0.0131
Si  9.5708  6.8362  2.0507  -0.1298  -0.1034  0.0057
Si  1.3673  9.5708  2.0507  0.0686  0.0784  0.0026
Si  6.8362  9.5708  2.0507  0.0982  0.0395  0.0094
Si  0  0  3.418  -0.0296  0.3048  -0.3711
Si  5.469  0  3.418  0.0642  0.1822  -0.0046
Si  2.7345  2.7345  3.418  -0.2535  0.1232  -0.1268
Si  8.2035  2.7345  3.418  -0.1153  0.0989  0.3614
Si  0  5.469  3.418  -0.1903  -0.2011  0.1339
Si  5.469  5.469  3.418  -0.0134  -0.0863  0.1391
Si  2.7345  8.2035  3.418  0.0433  0.0262  0.0119
Si  8.2035  8.2035  3.418  -0.0593  -0.0426  -0.3088
Si  1.2205  1.4987  4.7697  0.0009  0.0013  0.0015
Si  6.7998  1.3902  4.8255  0  0.001  -0.0028
Si  4.1333  4.0294  4.7943  0.0025  -0.0032  -0.0047
Si  9.5396  4.1116  4.8506  -0.0038  0.0014  -0.0004
Si  1.3669  6.82  4.7662  -0.002  0  -0.0031
Si  6.7908  6.8987  4.7806  -0.0035  0.0048  -0.0034
Si  4.0752  9.6201  4.7724  -0.0023  -0.0006  -0.002
Si  9.6083  9.5457  4.7196  0.0064  -0.0081  -0.0048
Si  2.6637  0.1406  5.9673  0.0029  -0.0006  0.0011
Si  8.1825  -0.0803  6.0288  -0.0063  0.0028  0.01
Si  -0.1794  2.7185  6.3807  0.0003  0.0023  0.0028
Si  5.4354  2.6838  6.3366  0.0005  -0.0013  0.0021
Si  2.667  5.3582  6.0654  -0.0054  0.0033  0.0035
Si  8.1609  5.5325  6.1475  0.0042  -0.006  0.0024
Si  0.0381  8.2174  6.1186  0.0029  0.0089  0.007
Si  5.3856  8.25  6.1864  0.0055  0.001  0.007
Si  3.6712  1.5488  7.5619  0.0024  -0.0003  -0.003
Si  9.6146  0.8907  7.6062  0.0003  -0.0021  -0.0052
Si  1.5245  3.9006  7.5603  -0.0006  0.0011  0.0015
Si  6.5335  4.4573  7.4801  0.0031  -0.0004  -0.0032
Si  4.1857  6.5829  7.3267  0.0035  0.0042  -0.0028
Si  9.3648  7.1387  7.4229  0.0027  0.0016  -0.0016
Si  1.1912  9.8982  7.3004  -0.0049  -0.0173  -0.0133
Si  7.073  9.3539  7.433  -0.0104  -0.0071  -0.012
O  9.6039  6.7824  24.2862  0.0011  0.0035  0.0041
O  4.1781  1.3715  24.4535  -0.0031  0.0036  -0.0003
O  8.1916  8.2102  7.8822  0.0005  0.0021  0.001
O  2.6465  2.7718  8.0315  -0.0024  0  -0.0012
O  6.8605  4.035  24.4061  -0.0026  0.0021  0.0001
O  1.4685  9.5359  24.2024  -0.0034  -0.0019  0.0029
O  5.3622  5.555  7.8463  -0.0017  0  -0.0001
O  0.0024  -0.0441  7.8456  -0.0001  0.0052  0.0027
O  7.1252  4.0681  8.9559  0.0014  -0.0004  0.0053
O  6.7032  10.2087  8.816  0.0026  0.0031  0.0043
O  10.1632  6.6722  8.79  0.0006  -0.0014  0.0017
O  2.0764  9.5598  8.6382  0.0019  0.0011  0.0058
O  3.8988  0.6237  8.9339  -0.0003  -0.0005  0.0022
O  1.0467  4.7039  8.9338  0.0002  -0.0004  -0.0002
O  8.8626  0.7954  9.1046  0  0.0008  0.0018
O  3.3715  7.1207  8.6377  -0.0008  0.0001  0.0025
O  7.7709  8.5329  23.4784  0.0002  -0.0009  -0.0003
O  8.5471  2.0672  23.7628  0.0013  -0.0025  -0.0042
O  5.0939  5.7887  23.5323  -0.0003  0.0006  0.0007
O  2.4769  3.2571  23.7183  -0.0007  0.0015  0.0059
O  10.6218  0.4264  23.4055  0.0006  -0.0005  0.0004
O  0.4221  4.9404  23.4242  -0.0012  0.0004  -0.0004
O  3.3813  7.7987  23.2791  0.001  -0.0009  -0.0031
O  6.1622  10.6587  23.8  0.0024  -0.0012  -0.0076
Si  9.5554  2.548  19.9306  0.0009  0.001  0.0011
Si  5.5786  6.6948  19.6352  -0.0008  0.0012  -0.0001
Si  7.9994  3.3911  14.5537  -0.0034  0.0033  -0.0026
Si  13.3111  3.2357  13.3474  -0.0015  -0.0032  -0.0008
Si  4.6552  1.4277  13.5985  -0.0026  -0.0002  -0.0003
Si  5.021  7.2082  14.3231  -0.0002  0  0.0003
Si  4.0076  5.4656  12.2661  -0.0001  -0.0009  -0.0001
Si  4.0119  6.4572  22.518  -0.0026  0.0004  0.0023
Si  9.5848  10.9808  14.3343  -0.0103  -0.0064  -0.0182
Si  6.8187  5.517  12.6376  -0.0008  -0.0005  -0.0013
Si  7.3056  1.9002  12.1703  -0.0009  0.0015  -0.0015
Si  3.3087  13.5137  17.8198  -0.0009  -0.0006  0.0002
Si  7.9891  4.3625  10.2929  -0.0015  0.0004  -0.0027
Si  9.1902  7.8163  14.6417  -0.0053  -0.0059  0.0054
Si  7.56  0.51  18.4633  -0.0018  -0.0003  0.0019
Si  9.7688  5.1798  16.2483  0.0009  0.0018  0.0013
Si  7.7019  9.6865  16.2795  -0.0008  0.0004  0
Si  2.1752  11.3449  12.4189  -0.0028  0.0012  0.0026
Si  7.9886  15.8603  18.7748  0  0.0002  0.0009
Si  12.4861  13.484  20.0663  0.0002  -0.0009  0.0014
Si  -1.647  1.0867  22.713  -0.0011  -0.0003  0.0025
Si  4.9336  10.0226  15.4047  -0.0025  0.0003  -0.0002
Si  2.8571  10.949  19.2413  -0.001  -0.0003  -0.0004
Si  5.5688  9.6645  20.0993  -0.0007  0.0003  0.0003
Si  10.7462  5.4469  9.6989  -0.001  0  -0.0032
Si  7.1022  9.8437  22.7731  0.0007  0.0002  0.0019
Si  6.274  13.8272  17.0036  -0.0014  0.0005  0.0004
Si  -3.13  -0.1987  9.9154  -0.0015  -0.0008  -0.002
Si  1.7331  4.2697  16.0801  0.0009  0.0001  -0.0017
Si  -1.7046  9.1521  11.9764  -0.0073  0.002  -0.0145
Si  0.9897  8.9321  14.2612  0.0052  0.0094  0.0043
Si  3.488  7.6305  10.1708  0.0002  -0.0003  -0.0019
Si  1.7431  4.2814  22.7101  -0.0016  0.0017  0.0014
Si  2.534  9.143  16.9681  -0.0003  -0.0003  -0.0006
Si  13.9984  10.3541  9.6794  -0.0008  0.0011  -0.0003
Si  3.9751  6.3998  17.0677  -0.0006  0.001  0.0001
Si  11.6794  -3.4847  11.725  0.003  -0.002  -0.0001
O  5.0771  6.6881  15.876  0.0004  -0.0001  0
O  3.705  2.6475  14.1109  0.0008  0.0002  0.0003
O  6.6435  3.1755  15.4411  0.001  -0.0008  0.0002
O  3.9943  10.1285  20.0892  -0.0001  0.0004  0.0002
O  4.2531  6.4383  10.971  0.0001  0.0001  0.0006
O  1.3349  3.3771  21.4362  -0.0001  -0.0002  0.0002
O  4.0915  9.167  10.2088  0.0004  -0.0001  0.0006
O  -3.3984  -5.2387  11.1628  0  0.0006  0.0011
O  10.6481  -2.2925  11.3749  -0.0002  0.0019  0.0043
O  9.1995  3.7944  15.5764  0.0007  -0.0039  -0.0006
O  5.4294  4.6889  12.4135  -0.0003  0.0003  0.0003
O  3.5556  10.156  16.2226  0.0013  0.0022  -0.0002
O  6.385  6.8644  13.4753  0.0002  0.0001  0.0004
O  10.3015  9.1119  14.6688  0.0012  -0.0037  0.0059
O  6.0949  9.6327  16.4604  0.0016  -0.0005  0.0009
O  9.7718  6.3755  15.0955  0.0001  0.0019  -0.0011
O  13.7588  4.344  12.1935  0.0003  0.0009  -0.0003
O  6.731  1.3769  17.3642  0.0007  0  0
O  1.5441  8.6908  15.7545  0.0002  -0.0112  -0.0046
O  1.9659  9.9095  18.3054  -0.001  0.0009  0.0001
O  14.1452  7.7711  17.487  0.0005  -0.0013  0.0016
O  4.6921  14.0862  17.2173  0.0007  0.0002  -0.0001
O  8.6701  12.3824  19.1505  -0.0002  -0.0001  -0.0005
O  5.7893  2.0724  12.6722  0.0019  0  0.0003
O  8.2299  2.0668  13.562  0.0078  -0.0057  0.0065
O  2.7553  5.4611  22.2414  0.0005  0.0005  -0.0019
O  8.8795  14.9779  19.8348  -0.0006  0  -0.0005
O  2.0699  10.9474  10.8433  0.0008  0.0001  -0.0015
O  -3.1138  4.6882  13.5926  0.0009  -0.0012  0.0007
O  10.6734  11.8769  14.9284  0.0069  0.0208  0.0217
O  7.7971  3.0962  11.2423  0.0002  -0.0017  0.0025
O  8.7294  7.9849  13.0669  0.0057  0.0066  0.0016
O  2.7521  14.2062  19.2115  0  0.0006  -0.0001
O  12.4665  4.0615  14.4675  -0.0004  0.0011  0.0011
O  8.2859  10.8293  22.2278  0.0006  0.0001  -0.0011
O  12.997  7.7799  10.8888  -0.0008  0.0002  -0.0001
O  12.5586  1.9446  12.6512  0.0019  0.0016  -0.0008
O  8.1433  10.6574  15.0513  -0.002  0.0027  0.0005
O  4.722  16.8843  18.4493  0.0001  -0.0005  0.0006
O  8.3097  10.1976  17.7016  0.0001  0.0008  0.0002
O  5.2918  11.4833  14.798  0.0004  -0.0001  0.0001
O  3.7712  0.3807  12.7258  0.0016  0.0003  0.0001
O  7.0002  14.8486  18.0076  0  -0.0005  -0.0004
O  -1.5389  10.5959  12.7324  -0.0034  -0.0073  -0.0023
O  9.7032  2.0264  21.4644  0  -0.0001  -0.0003
O  5.7523  8.279  19.2552  -0.0002  -0.0001  -0.0001
O  2.9203  5.3144  16.4943  -0.0006  -0.0007  0.0002
O  -2.5886  -1.572  10.635  0  0.0002  0.0016
O  6.4908  21.8116  19.5361  0.0004  0.0006  -0.0007
O  11.9691  7.5562  13.3511  -0.0031  0.0007  -0.0018
O  6.1092  9.3408  21.5988  -0.0008  -0.0009  -0.0011
O  2.1281  2.8197  16.7213  -0.0006  -0.0001  -0.0001
O  7.0768  16.9338  19.6265  0  -0.0003  -0.0003
O  7.2297  11.5431  11.2027  0  0  0.001
O  8.9354  16.5446  17.6046  0  -0.0002  -0.0008
O  1.9422  0.9397  20.2462  -0.0001  0.0006  -0.0002
O  3.7784  -4.4899  13.5678  -0.0007  0.0006  0.0002
O  8.1479  8.1806  15.8297  0.0009  -0.0016  -0.0047
O  0.2091  6  11.1935  -0.0001  0.001  0.0005
O  4.8143  8.8296  14.2812  0.0004  0  -0.0005
O  11.0519  13.5513  19.2842  -0.0008  0.0003  -0.0001
O  4.7875  6.6528  21.0839  0.0005  0.0001  -0.0003
O  1.5159  10.1853  13.3838  0.0015  -0.0019  -0.0044
O  11.3027  4.9033  16.6882  -0.0014  -0.0003  0.0002
O  3.5971  1.0233  18.1967  0.0003  0.0006  0
O  9.5566  4.3658  9.8787  0.0005  -0.0002  0.0011

Results
free energy: -135733.050 eV
free energy less fixed offsets of O -568.88, Si -635.61 eV per atom: 2.280 eV

The program warned: the cutoff lies below the one the program advises for these potential files; the forces do not sum to zero within the program's tolerance; the exchange-correlation potential is rough where the density is thin.
